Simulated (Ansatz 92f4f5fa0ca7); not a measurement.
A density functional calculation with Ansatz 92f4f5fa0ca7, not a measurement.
Periodic cell of 196 atoms, Si117O79, from a study of silicon, its oxide and their interface. The atomic structure is a simulated model.

Settings
functional: PBE
potential files: Ansatz PAW
basis: plane waves
wave-function cutoff: 700 eV
density cutoff ratio: 5
exchange-correlation grid ratio: 2
k mesh: 2 x 2 x 1, shifted by 0.5 0.5 0.5 of a step
self-consistency stop: 5e-08 eV per atom in the density residual
occupations: Fermi-Dirac, 0.05 eV
spin: none
net charge: 0

Cell vectors (angstrom)
a 11.5983 0 0
b 0 11.5983 0
c 3.7361 4.512 25.5803

Atoms: element, x, y, z (angstrom)
Si 1.9324 4.5724 -3.5714
Si 12.3485 1.2099 -1.1687
Si 11.1463 10.7119 -0.719
Si 3.1983 0.9247 -1.0022
Si 4.9349 4.6496 -4.3774
Si 1.1728 10.0814 0.8861
Si 9.2597 2.2613 1.0347
Si 7.2601 6.8444 -0.5119
Si 7.1833 9.2886 -0.6025
Si 0.1264 2.2852 0.8009
Si 0.203 6.2927 0.5987
Si 3.2174 10.1309 -0.252
Si 5.0349 2.1872 0.3854
Si 4.8718 4.2792 1.6846
Si 5.2801 10.0052 0.8116
Si 7.4149 2.1742 -0.5094
Si 9.2353 6.2554 0.8013
Si 9.1071 10.1437 0.5766
Si 0.8634 4.3238 1.8545
Si 1.0049 8.0468 2.0426
Si 1.0148 12.0825 2.1455
Si 5.0607 6.4469 0.4636
Si 5.089 8.0908 2.1441
Si 5.1042 12.0559 2.006
Si 8.8627 4.3035 2.1272
Si 9.0515 8.2198 2.0825
Si 8.9323 11.9009 2.2107
Si 10.7611 4.3014 3.5176
Si 10.8382 8.1464 3.5923
Si 10.8064 11.9747 3.6425
Si 2.937 4.3041 3.1395
Si 3.0324 8.097 3.3206
Si 3.0694 12.1092 3.3324
Si 6.7977 4.2943 3.2687
Si 7.0677 8.1028 3.4228
Si 6.9578 12.0021 3.4534
Si 10.7444 2.3948 4.9153
Si 10.795 6.1812 4.9271
Si 10.8551 10.0422 4.9433
Si 2.9612 2.4628 4.7009
Si 3.0114 6.167 4.6625
Si 3.0473 10.1015 4.6118
Si 6.8882 2.3935 4.7176
Si 6.9792 6.1507 4.7774
Si 7.0035 10.0424 4.7563
Si 1.0945 14.1115 6.2725
Si 1.1858 6.2157 6.2054
Si 1.2496 10.1059 6.1441
Si 4.9295 14.0192 6.0353
Si 4.9608 6.2431 6.0163
Si 4.9859 10.1263 5.9313
Si 8.745 13.9086 6.2039
Si 8.8596 6.0671 6.3167
Si 8.8797 9.9596 6.199
Si 1.0433 4.4963 7.8461
Si 1.2134 8.1854 7.519
Si 1.1466 12.0552 7.4486
Si 4.8357 4.3516 7.4286
Si 5.0012 8.2451 7.318
Si 5.0182 12.018 7.3235
Si 8.6811 4.1063 7.7536
Si 8.9118 8.0472 7.6135
Si 8.8718 11.9026 7.4839
Si 11.2376 5.741 9.7827
Si 10.9205 8.0253 8.9599
Si 10.8303 12.0014 8.8038
Si 3.0591 4.4522 9.0444
Si 3.1915 8.2604 8.8155
Si 3.1262 12.1725 8.6911
Si 6.6442 4.3105 8.9246
Si 6.9012 9.9486 10.262
Si 6.9075 11.7533 8.751
Si 10.3938 14.3256 12.3371
Si 10.8349 5.5981 12.9013
Si 10.8812 10.0302 10.4101
Si 3.5644 14.0085 10.1088
Si 3.8164 6.4339 10.2235
Si 3.1393 10.2959 10.0461
Si 5.9603 14.1489 10.3863
Si 6.2045 6.2985 10.0576
Si 6.8532 8.1409 8.7775
Si 1.5983 13.1557 12.5362
Si 10.2412 3.5385 9.4636
Si 1.4164 10.2076 11.6368
Si 5.8192 13.0279 13.1089
Si 3.19 8.0333 12.8163
Si 4.9172 10.2846 11.5822
Si 8.6886 12.1599 13.8594
Si 7.9558 6.881 12.7057
Si 8.8117 9.794 11.6589
Si 2.464 9.6614 17.5959
Si 7.2191 12.3262 24.6368
Si 8.1136 5.0342 21.7287
Si 15.2687 6.7224 22.4341
Si 1.6263 6.8496 17.7923
Si 16.7344 11.2347 24.1473
Si 8.7748 5.1724 17.0385
Si 7.1755 2.5576 17.6213
Si 13.2139 13.7226 20.1597
Si 11.5432 5.4844 15.67
Si 12.3992 8.1454 22.8801
Si 8.389 6.8996 19.4462
Si 11.0541 10.5996 22.8127
Si 4.9187 14.8194 15.4177
Si 0.7019 12.2426 17.4884
Si 6.2756 6.1124 15.2898
Si 11.1821 5.6602 22.2337
Si 15.2764 13.4217 22.265
Si 9.1604 11.7287 16.9604
Si 7.6598 9.665 18.5487
Si 1.8354 14.4702 15.476
Si 4.9093 10.6468 19.3185
Si 3.7063 7.603 15.8387
Si 2.0264 16.6405 20.4176
Si 5.6692 13.4088 20.1254
Si 7.9587 13.5021 21.8147
Si 10.8349 13.4432 21.8379
O 7.5141 1.0019 -1.7075
O 10.9585 2.0712 9.1838
O 9.6067 3.2622 11.0055
O 6.95 12.903 9.9702
O 11.7091 13.4632 11.9302
O 9.4232 13.5019 13.3261
O 11.5157 5.9607 11.4544
O 9.2596 5.9596 12.916
O 2.7489 13.7201 11.5385
O 3.2995 6.7553 11.7929
O 1.7968 8.868 12.5537
O 7.1015 12.4854 13.9496
O 6.2179 14.2005 12.0323
O 7.1489 6.3507 11.412
O 7.4736 5.8493 16.3496
O 8.6467 10.216 17.3636
O 16.9541 9.7452 23.459
O 9.7537 5.0812 21.7069
O 3.3737 14.8028 15.9792
O 16.4416 7.6959 21.8575
O 9.2723 7.7952 20.5012
O 5.9635 5.2989 -3.3079
O 13.9333 7.5932 22.8901
O 16.3633 14.1552 21.2638
O 8.0729 12.6833 23.2221
O 2.3594 15.1494 19.8104
O 7.8683 3.6091 -1.2583
O 3.3587 9.131 16.3247
O 10.9435 4.0007 13.1796
O 3.1716 7.4128 14.3169
O 11.7813 14.1593 20.7579
O 0.3381 6.5169 16.8612
O 11.5707 6.2545 14.213
O 1.8219 13.9033 13.9579
O 2.967 6.5735 16.8855
O 3.4907 10.1294 18.7551
O 1.4471 10.8373 17.1325
O 5.0969 11.7427 12.3883
O 14.067 12.9185 21.2933
O 10.0165 4.997 16.0088
O 0.9922 15.8443 15.657
O 8.3236 3.6973 17.5325
O 10.6683 12.0409 17.5478
O 8.9593 10.9598 12.814
O 5.1879 10.0625 20.8028
O 6.3461 14.3868 19.016
O 4.7881 12.2739 19.3615
O 1.6206 17.5631 19.1426
O 7.5792 5.7844 20.3561
O 8.008 12.7507 17.537
O 6.9326 6.7316 13.9504
O 6.1487 10.2418 18.3281
O 4.4787 9.0608 12.6383
O 9.2425 6.076 18.3218
O 11.4644 7.2384 21.8922
O 1.6306 11.5157 12.6498
O 4.8493 13.7754 14.1753
O 3.3079 17.2837 21.2012
O 8.331 10.1794 19.9599
O 1.0951 13.3455 16.3757
O 6.0284 2.6585 16.4723
O 1.5733 8.4287 18.1952
O 1.346 12.7687 18.8844
O 7.5675 3.4949 21.8652
O 8.511 8.4058 12.5187
O 5.4048 4.7394 15.0033
O 14.715 14.4796 23.3647
O 10.829 14.1695 23.3126
O 0.8224 16.5124 21.5018
O 3.5343 4.2861 -3.6275
O 6.8857 12.6794 20.9189
O 3.7729 1.2843 -2.5453
O 9.2527 11.7949 15.3366
O 15.8875 12.1397 23.0541
O 11.3339 11.9089 21.9056
O 12.3896 9.7045 22.4417
O 5.2927 7.2555 15.914
O 7.5022 8.0189 18.6138
O 9.3962 13.4478 21.1015

Results
free energy: -119317.022 eV
free energy less fixed offsets of O -569.03, Si -635.61 eV per atom: 2.718 eV
pressure: -0.61 GPa
stress xx, yy, zz, yz, xz, xy (GPa, positive in tension): 1, 0.61, 0.21, 0.05, 0.11, 0.52

Forces (eV/angstrom), in the order of the atoms: element, x, y, z
Si 0.0004 0.0345 -0.4273
Si -0.1905 0.1089 0.1625
Si 0.2533 -0.3249 -0.176
Si 0.1637 -0.1833 -0.7994
Si 0.1633 0.1342 -0.3021
Si -0.0751 0.058 -0.102
Si 0.063 -0.0718 -0.0047
Si -0.0891 -0.082 -0.1279
Si -0.1716 0.2097 -0.6225
Si -0.0582 0.0451 -0.0242
Si -0.1042 -0.0248 0.0657
Si -0.0391 0.0287 0.0361
Si 0.1911 -0.1361 0.1948
Si -0.0011 0.1681 0.075
Si 0.104 0.1057 0.0747
Si 0.0989 0.027 -0.2524
Si 0.1384 -0.0124 0.0827
Si 0.0044 0.1395 0.1878
Si -0.156 -0.0449 -0.0476
Si 0.0142 0.0496 0.0702
Si -0.2464 0.0006 0.1081
Si 0.2455 -0.0458 0.1547
Si 0.0732 -0.0097 0.132
Si 0.1723 -0.1393 0.2263
Si -0.0041 0.1634 0.0517
Si 0.0254 -0.0502 0.0629
Si 0.0446 0.0189 0.0726
Si -0.1177 -0.0003 0.0283
Si -0.0488 0.0071 0.0451
Si -0.0016 -0.1472 0.0663
Si -0.0037 -0.0103 -0.0409
Si -0.0722 -0.0366 -0.0173
Si -0.1219 -0.006 -0.0937
Si 0.0997 0.0023 -0.1367
Si -0.0493 0.0461 -0.0125
Si -0.0364 0.1482 0.0042
Si -0.0043 0.0248 0.03
Si -0.0009 -0.0112 0.0732
Si -0.0295 0.0406 -0.0759
Si 0.057 -0.0649 0.0409
Si 0.0352 0.0992 0.0049
Si -0.1353 -0.0168 -0.1538
Si 0.0212 -0.0264 -0.0017
Si 0.0001 -0.0321 0.0596
Si -0.0952 -0.0305 -0.0176
Si -0.2008 0.1065 0.0719
Si 0.0399 -0.0318 0.045
Si -0.0943 -0.035 0.1498
Si 0.021 0.0975 0.0754
Si -0.0152 0.0086 0.0754
Si 0.1086 -0.1564 0.1679
Si 0.0321 0.1944 -0.0454
Si 0.0592 -0.1575 -0.0484
Si 0.1516 -0.1167 0.0636
Si 0.2474 0.2348 -0.4437
Si 0.097 -0.0856 0.0046
Si 0.3004 -0.0157 -0.111
Si 0.1356 -0.1083 0.1415
Si -0.0453 -0.0963 -0.0587
Si -0.1142 0.1242 -0.0731
Si 0.153 -0.0779 -0.304
Si -0.0996 -0.0468 0.057
Si -0.1909 0.0705 -0.015
Si -0.5369 -0.8457 0.6463
Si 0.0276 0.278 -0.4655
Si 0.0828 0.5053 -0.006
Si 0.3951 0.13 -0.099
Si -0.0141 -0.0454 0.1162
Si -0.0017 -0.0216 -0.0011
Si -0.1843 -0.1084 0.1985
Si -0.2631 -0.0583 0.0137
Si 0.13 0.0539 0.458
Si -0.1402 0.1565 0.2184
Si 0.0342 -0.1468 0.1435
Si 0.0557 -0.1453 0.367
Si -0.1611 -0.2936 0.1853
Si -0.3798 0.1811 0.2063
Si 0.0575 -0.089 0.0288
Si 0.1007 0.4106 0.3098
Si 0.5295 0.0248 -0.1389
Si -0.0532 -0.205 0.0079
Si -0.0036 0.022 0.176
Si -0.544 0.7275 0.658
Si 0.063 -0.1201 0.0255
Si 0.0366 0.0435 0.2491
Si -0.025 0.0716 -0.0101
Si 0.0655 0.2072 0.0634
Si -0.1129 0.2256 0.1563
Si -0.0971 0.0603 -0.0523
Si 0.1411 0.0704 0.2629
Si -0.0203 -0.0323 -0.0184
Si 0.2132 0.2629 -0.6006
Si -0.1736 0.0294 -0.2351
Si -0.1146 -0.151 -0.1027
Si 0.0252 -0.0719 -0.0492
Si -0.3274 -0.2912 0.0097
Si -0.0101 -0.0762 0.0407
Si -0.0346 0.1172 -0.0811
Si 0.0063 0.143 -0.2902
Si 0.0078 -0.0876 0.1811
Si 0.0939 -0.0262 -0.4424
Si 0.0208 0.0493 -0.2725
Si -0.1914 0.1005 -0.1421
Si -0.0488 0.0797 0.2552
Si -0.0106 0.0985 -0.0131
Si -0.1297 -0.2453 0.2882
Si 0.1045 -0.0359 -0.3527
Si -0.0898 0.1361 -0.2073
Si 0.0131 -0.0017 0.0791
Si -0.0307 -0.0593 -0.1424
Si 0.1733 0.1192 0.3342
Si 0.0446 0.0523 -0.2825
Si 0.0371 -0.0505 0.3799
Si 0.0369 -0.0732 -0.4088
Si -0.013 0.0335 -0.4016
Si -0.0283 -0.1489 -0.1294
Si 0.1144 -0.0217 -0.1373
O -0.0653 0.0498 0.33
O -0.0015 -0.3517 -0.0181
O -0.0379 -0.2001 -0.219
O -0.0926 -0.0368 -0.4718
O 0.0933 -0.1006 -0.1158
O 0.0544 -0.0303 -0.0817
O 0.3637 0.1989 -0.5389
O 0.0203 -0.0164 -0.0273
O 0.1167 0.1257 -0.1935
O 0.1326 -0.0947 -0.2418
O -0.1642 0.0562 -0.1416
O -0.0111 -0.0797 -0.0504
O -0.0505 0.0208 -0.3414
O -0.2116 -0.0199 -0.0563
O -0.0387 0.0671 -0.1177
O -0.0192 0.0315 0.0561
O -0.0415 0.2308 0.1423
O 0.0932 0.0526 0.0574
O -0.0271 -0.0398 -0.111
O 0.0089 0.0266 0.0202
O -0.036 0.0323 0.1277
O 0.1172 0.0474 0.1337
O 0.0736 -0.068 0.0343
O -0.0348 -0.0488 0.2208
O -0.0096 -0.1413 0.1634
O -0.0186 0.006 0.1388
O -0.0888 -0.0801 0.1503
O 0.0024 -0.0316 -0.0873
O 0.0088 -0.0213 -0.0658
O -0.0103 0.0282 -0.2354
O -0.1461 0.0174 0.1399
O 0.0081 0.0321 -0.0466
O -0.0633 0.0082 -0.1566
O -0.0232 -0.1521 -0.3011
O 0.0211 0.1042 -0.0963
O 0.0236 0.013 0.1159
O 0.0085 -0.0611 -0.0272
O -0.1337 -0.3115 -0.068
O 0.115 -0.0833 0.1918
O 0.0583 0.0343 -0.0949
O -0.0533 0.0386 -0.0995
O -0.0033 -0.0347 0.0092
O -0.0407 -0.0309 -0.0228
O 0.0103 -0.2735 -0.2102
O 0.0229 -0.0824 0.216
O -0.019 -0.0714 0.1784
O 0.0471 -0.0166 0.1438
O -0.0125 -0.0153 0.1395
O 0.0571 -0.0858 0.2312
O 0.065 -0.0645 -0.0179
O 0.0703 0.1108 -0.1791
O -0.0184 0.0082 0.1191
O 0.2061 0.0885 -0.077
O -0.0391 0.0528 0.1534
O 0.0412 0.026 0.0407
O -0.0628 -0.0177 -0.1115
O 0.042 -0.1588 -0.2526
O 0.097 0.2111 0.2439
O 0.0008 -0.0452 0.1931
O -0.0342 -0.0355 -0.0946
O -0.0003 -0.0295 -0.0774
O 0.0033 0.018 -0.002
O 0.0303 0.0068 0.2026
O -0.0158 0.0525 0.1086
O 0.0265 0.1838 -0.1838
O 0.0562 0.0715 -0.064
O 0.0648 0.1433 0.2674
O 0.0186 -0.0765 0.4078
O -0.1673 0.0269 0.2475
O -0.0882 -0.0559 0.116
O 0.09 -0.0152 0.2158
O -0.0207 -0.0401 0.4068
O -0.0242 0.008 -0.1565
O 0.1644 -0.0202 0.1167
O -0.047 0.0034 0.1004
O -0.0149 -0.2224 0.1254
O 0.0095 0.0544 -0.1049
O 0.0309 0.039 0.1199
O -0.06 0.0359 0.0307

The program warned: the cutoff lies below the one the program advises for these potential files.
